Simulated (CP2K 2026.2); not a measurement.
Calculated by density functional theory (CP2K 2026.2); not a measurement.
Periodic cell of 435 atoms, Si320O115, from a study of silicon, its oxide and their interface. The atomic structure is a simulated model.
Doubt: the forces sum to 2.16 eV/angstrom along one axis rather than to zero, so they err by at least 0.0050 eV/angstrom per atom on average; the grid cutoff is modest.

Settings
functional: PBE
method: Gaussian and plane waves
basis set: DZVP-MOLOPT-SR-GTH
pseudopotentials: GTH-PBE
grid cutoff: 350 Ry, relative cutoff 50 Ry
k points: Gamma only
occupations: fixed
spin: none
net charge: 0

Cell vectors (angstrom)
a	15.3866	0	0
b	0	15.3867	0
c	7.7937	0.143	32.9946

Atoms and the computed forces on them: element, x, y, z (angstrom), force x, y, z (eV/angstrom)
Si	7.967	13.303	28.26	-0.11	0.169	0.713
Si	7.829	2.542	28.421	-0.04	0.331	0.534
Si	7.751	5.071	28.417	0.203	-0.195	0.644
Si	8.002	10.139	28.158	-0.012	-0.126	0.732
Si	11.614	14.197	28.167	0.108	-0.324	0.782
Si	11.615	1.953	28.384	-0.007	0.103	0.693
Si	11.621	6.461	28.37	0.039	0.285	0.573
Si	11.803	8.913	28.175	-0.005	-0.101	0.044
Si	15.508	14.004	28.288	0.046	-0.194	0.831
Si	15.529	1.763	28.205	-0.022	0.225	0.76
Si	15.639	6.38	28.249	-0.121	-0.223	0.78
Si	15.62	9.505	28.276	-0.052	0.196	0.793
Si	19.431	13.243	28.264	0.038	0.284	0.808
Si	19.286	2.385	28.263	0.094	-0.227	0.713
Si	19.414	5.533	28.28	-0.008	0.203	0.784
Si	19.495	10.084	28.291	-0.012	-0.204	0.754
Si	9.835	13.631	29.608	-0.009	0.009	-0.039
Si	9.722	2.125	29.728	-0.036	-0.005	0.008
Si	9.69	5.895	29.599	-0.03	0.017	0.034
Si	9.91	9.705	29.458	0.001	0.053	-0.026
Si	13.541	13.698	29.499	0.009	0.018	-0.058
Si	13.624	2.115	29.56	-0.017	-0.021	-0.046
Si	13.644	5.969	29.496	0.016	0.035	-0.064
Si	13.625	9.682	29.506	0.049	0.048	-0.057
Si	17.48	13.634	29.53	-0.004	0.002	-0.018
Si	17.404	2.101	29.604	-0.014	-0.016	-0.03
Si	17.505	5.964	29.608	-0.01	-0.001	-0.029
Si	17.546	9.757	29.584	0.024	0.015	0
Si	21.375	13.575	29.537	-0.016	-0.011	-0.064
Si	21.245	2.062	29.577	-0.039	0.003	-0.065
Si	21.302	5.804	29.656	-0.008	-0.023	-0.081
Si	21.457	9.761	29.517	-0.009	0.002	-0.049
Si	9.731	0.148	30.993	-0.001	-0.006	0.032
Si	9.803	4.041	31.047	0.01	-0.001	-0.001
Si	9.704	7.849	30.925	0.018	-0.011	-0.042
Si	9.917	11.642	30.875	-0.019	-0.006	0.01
Si	13.596	0.186	30.938	-0.006	-0.011	0.071
Si	13.645	4.049	30.885	-0.025	-0.007	0.02
Si	13.67	7.83	30.957	-0.015	0.006	0.028
Si	13.584	11.692	30.797	0.042	0.014	-0.001
Si	17.492	0.152	30.928	0.004	0.008	0.029
Si	17.41	4.026	30.959	-0.003	0.001	0.023
Si	17.549	7.865	30.976	0.001	-0.013	0.029
Si	17.472	11.706	30.906	-0.006	0.006	0.016
Si	21.311	15.504	30.895	0.006	-0.012	0.009
Si	21.246	3.928	31.042	0.033	-0.015	0.047
Si	21.37	7.825	30.882	-0.013	0.011	0.007
Si	21.385	11.663	30.925	0.018	0.002	0.055
Si	7.811	15.526	32.317	0.02	0.012	0.005
Si	7.834	3.991	32.344	-0.017	0.001	-0.013
Si	7.839	7.852	32.323	0	0.006	0.024
Si	7.943	11.67	32.244	0	-0.008	-0.014
Si	11.687	0.169	32.313	0.008	-0.006	-0.025
Si	11.754	4.021	32.321	-0.004	-0.012	0.01
Si	11.69	7.829	32.257	0.007	0.003	-0.044
Si	11.763	11.681	32.29	-0.009	0.023	0.017
Si	15.544	0.145	32.273	-0.007	0.009	-0.019
Si	15.513	4.026	32.314	0.028	-0.016	0.01
Si	15.591	7.848	32.307	0.012	-0.031	0.01
Si	15.516	11.692	32.211	-0.005	-0.007	0.002
Si	19.407	15.524	32.287	-0.019	0.001	0
Si	19.325	3.982	32.351	-0.003	-0.009	-0.001
Si	19.468	7.852	32.296	-0.008	0.001	0.01
Si	19.421	11.689	32.259	0.013	-0.009	-0.016
Si	15.419	13.487	11.567	0.007	0.002	-0.008
Si	15.436	1.932	11.562	0.023	0.004	-0.023
Si	15.447	5.766	11.533	0.002	0.003	-0.016
Si	15.43	9.634	11.522	-0.004	-0.001	-0.009
Si	3.913	13.467	11.554	0.014	-0.002	-0.009
Si	3.907	1.934	11.515	0	-0.009	-0.011
Si	3.932	5.767	11.538	0	-0.012	-0.003
Si	3.917	9.623	11.523	0.014	0.001	-0.02
Si	7.779	13.476	11.596	-0.003	-0.001	-0.005
Si	7.77	1.913	11.589	0.013	0.012	-0.005
Si	7.789	5.744	11.548	0.006	0.009	-0.007
Si	7.784	9.641	11.534	-0.006	0.002	-0.011
Si	11.585	13.463	11.6	0.015	-0.006	-0.003
Si	11.619	1.922	11.569	-0.011	0.013	-0.014
Si	11.614	5.757	11.567	-0.002	0	-0.004
Si	11.615	9.632	11.556	0.002	-0.005	-0.019
Si	17.361	13.546	12.887	-0.005	-0.016	0.002
Si	17.383	1.994	12.887	-0.011	0.023	-0.017
Si	17.379	5.709	12.874	-0.01	-0.017	-0.02
Si	17.361	9.6	12.841	-0.018	0.008	0.002
Si	5.838	13.415	12.929	-0.021	-0.002	-0.029
Si	5.802	1.877	12.891	-0.011	0.029	0.027
Si	5.867	5.801	12.889	0.002	0.009	-0.001
Si	5.852	9.679	12.867	0.011	-0.006	-0.022
Si	9.683	13.514	13.007	0.001	0	0.017
Si	9.713	1.931	12.954	-0.016	-0.014	0.004
Si	9.696	5.664	12.942	0.007	0.011	-0.034
Si	9.696	9.594	12.907	-0.008	0.023	-0.001
Si	13.503	13.422	12.966	0.012	-0.026	-0.007
Si	13.527	1.9	12.947	-0.007	0.032	0.054
Si	13.544	5.823	12.916	-0.009	0.03	-0.005
Si	13.533	9.684	12.925	-0.003	-0.002	-0.021
Si	17.388	0.118	14.25	-0.002	-0.029	0.022
Si	17.387	3.853	14.347	-0.01	0.007	-0.025
Si	17.376	7.636	14.157	0.016	0.031	0.041
Si	17.328	11.564	14.121	0.053	-0.006	0.024
Si	5.79	15.324	14.265	-0.005	0.015	0.034
Si	5.823	3.835	14.179	0.005	0.004	-0.034
Si	5.926	7.783	14.201	-0.011	-0.051	0.002
Si	5.814	11.516	14.346	-0.012	0.016	0.029
Si	9.71	0.093	14.407	0	-0.042	0.026
Si	9.724	3.775	14.418	-0.016	0.043	0.005
Si	9.711	7.612	14.208	-0.004	-0.037	-0.003
Si	9.669	11.52	14.27	-0.006	-0.002	-0.024
Si	13.489	15.329	14.316	0	-0.007	0.023
Si	13.551	3.883	14.23	0.019	0.01	-0.018
Si	13.559	7.785	14.269	-0.004	-0.023	-0.001
Si	13.513	11.532	14.413	-0.005	0.012	0
Si	15.455	15.424	15.592	0.01	0.029	-0.018
Si	15.415	3.866	15.668	0.024	0.015	0.078
Si	15.512	7.741	15.601	-0.012	-0.007	0.007
Si	15.538	11.558	15.659	-0.005	-0.011	0.074
Si	3.885	15.411	15.682	0.037	0	-0.01
Si	3.983	3.883	15.648	0.006	0.023	0.073
Si	3.95	7.757	15.435	0.06	-0.029	0.013
Si	3.776	11.566	15.559	0.037	0.008	-0.021
Si	7.682	15.43	15.656	0.041	-0.013	0.005
Si	7.663	3.705	15.624	0.031	0.027	0.036
Si	7.833	7.67	15.612	0.013	0.018	-0.011
Si	7.776	11.438	15.686	0.004	-0.02	0.032
Si	11.657	15.411	15.841	-0.033	-0.002	0
Si	11.743	3.804	15.725	-0.015	0.047	0.071
Si	11.607	7.692	15.589	0.016	0.026	-0.013
Si	11.524	11.496	15.739	0.006	-0.011	0.041
Si	16.108	13.54	16.822	0.247	-0.079	-0.605
Si	14.907	1.917	16.908	-0.051	-0.027	0.017
Si	15.157	5.848	16.951	0.162	-0.093	-0.794
Si	16.25	9.625	16.84	0.131	0.018	-0.655
Si	18.543	13.461	16.83	0.01	-0.011	0.011
Si	4.591	1.955	16.882	0.249	-0.081	-0.568
Si	4.349	5.929	16.814	-0.191	-0.159	-0.808
Si	18.652	9.594	16.718	0.007	0.047	-0.022
Si	7.982	13.451	16.864	-0.125	-0.001	-0.721
Si	7.016	1.876	17.038	-0.039	-0.016	0.051
Si	7.442	5.678	16.816	0.125	0.045	-0.763
Si	8.455	9.518	16.957	0.192	0.03	-0.595
Si	11.135	13.419	17.063	0.293	0.068	-0.774
Si	12.427	1.949	17.087	0.031	-0.018	-0.002
Si	12.017	5.819	16.956	-0.181	-0.113	-0.748
Si	10.905	9.518	16.905	-0.251	0.098	-0.661
Si	18.475	2.772	19.496	0.109	-0.1	0.052
Si	12.459	9.292	19.678	-0.046	0.015	-0.115
Si	11.712	11.036	21.909	0.051	0.148	-0.065
Si	15.207	10.258	19.731	0.096	0.023	-0.17
Si	11.552	2.629	19.223	0.275	-0.19	-0.533
Si	14.07	4.002	20.58	-0.105	-0.176	-0.106
Si	13.057	11.624	24.338	-0.079	0.017	0.007
Si	14.186	7.743	24.027	-0.068	-0.021	0.144
Si	6.877	9.37	19.717	0.039	-0.043	0.05
Si	10.256	5.687	21.723	-0.004	-0.033	0.151
Si	7.188	11.843	21.619	-0.034	-0.154	-0.152
Si	19.267	9.882	18.927	-0.15	-0.175	-0.636
Si	6.347	13.925	19.53	0.108	0.119	-0.148
Si	8.14	6.846	23.447	0.006	0.07	-0.001
Si	9.787	5.069	18.87	0.127	-0.023	-0.175
Si	17.669	11.182	24.063	-0.016	-0.047	0.007
Si	7.667	0.265	26.197	0.105	0.071	0.197
Si	18.815	1.513	25.281	-0.009	0.057	0.149
Si	15.643	2.023	19.136	-0.02	-0.115	-0.581
Si	15.941	2.653	25.229	0.019	-0.015	0.155
Si	16.217	5.676	25.304	0.044	0.089	0.123
Si	11.177	13.736	25.114	0.018	0.065	0.113
Si	17.574	5.712	18.933	0.029	0.08	-0.051
Si	15.633	11.808	26.055	-0.03	-0.01	0.2
Si	7.186	1.53	19.432	-0.091	0.146	-0.712
Si	5.911	6.773	21.234	0.013	0.023	-0.181
Si	18.358	7.69	21.052	0.014	0.019	-0.114
Si	14.212	15.267	20.973	0.08	0.054	-0.102
Si	13.159	6.792	21.167	0.06	0.04	-0.007
Si	20.46	11.875	23.887	0.031	-0.05	0.175
Si	5.514	3.718	21.094	-0.063	-0.036	-0.065
Si	13.883	2.104	22.979	0.036	0.113	-0.034
Si	20.271	14.484	25.525	0.089	-0.159	-0.051
Si	7.944	4.665	25.63	-0.057	0.075	0.084
Si	9.352	11.688	23.771	0.104	-0.016	0.021
Si	9.913	0.574	20.782	-0.001	0.046	0.041
Si	11.899	9.166	25.811	0.065	-0.099	0.562
Si	10.957	4.259	26.302	0.021	0.125	0.178
Si	16.065	13.276	19.852	-0.051	0.044	-0.248
Si	11.625	13.654	20.066	0.024	-0.026	-0.087
Si	16.212	9.309	22.45	0.035	0.003	-0.119
Si	19.614	9.349	25.281	0.098	0.133	0.005
Si	19.266	6.424	25.287	-0.05	-0.125	0.103
Si	18.848	12.957	19.092	-0.093	0.1	-0.841
Si	9.742	0.714	23.965	0.02	-0.086	0.012
Si	11.085	3.322	23.597	0.091	0.022	0.012
Si	8.808	9.17	25.347	0.174	-0.004	0.171
Si	20.778	3.81	24.254	-0.005	0.018	0.093
Si	15.467	13.441	0.644	0.002	-0.003	0.002
Si	15.443	1.918	0.686	-0.005	0.01	0.018
Si	15.438	5.782	0.684	0.012	-0.012	0.017
Si	15.464	9.64	0.662	0	0.005	0.012
Si	3.925	13.47	0.652	0.011	-0.002	0.014
Si	3.922	1.944	0.675	-0.014	0.003	0.013
Si	3.925	5.797	0.674	-0.009	0.009	0
Si	3.928	9.607	0.64	0.008	0.003	0.014
Si	7.743	13.456	0.623	0.005	-0.007	-0.003
Si	7.745	1.928	0.645	0.004	0.004	0.012
Si	7.763	5.794	0.684	-0.005	0.006	0.012
Si	7.757	9.647	0.632	-0.004	0.006	-0.001
Si	11.617	13.455	0.645	-0.006	0.003	-0.001
Si	11.585	1.906	0.679	0.003	-0.012	0.016
Si	11.611	5.786	0.673	0.007	0.007	0.013
Si	11.628	9.637	0.65	0	0.006	0.004
Si	1.999	13.464	2.014	0.007	0.012	-0.005
Si	1.991	1.931	2.03	0.005	0.012	0
Si	1.991	5.779	2.026	0.001	-0.009	0.007
Si	2.007	9.623	2.014	-0.009	-0.011	-0.004
Si	5.843	13.471	2.017	-0.008	-0.006	-0.006
Si	5.841	1.927	2.032	0.002	-0.002	-0.007
Si	5.84	5.799	2.041	0.013	-0.003	0.008
Si	5.844	9.619	2.014	-0.003	-0.011	-0.003
Si	9.676	13.455	1.989	0.002	-0.009	-0.001
Si	9.66	1.916	2.024	0.007	-0.007	-0.001
Si	9.689	5.789	2.033	-0.002	-0.011	0.004
Si	9.687	9.636	1.996	0.003	-0.004	-0.001
Si	13.54	13.45	2.01	0	0	-0.005
Si	13.516	1.929	2.034	-0.003	0.009	0
Si	13.524	5.778	2.046	-0.009	0.001	0
Si	13.54	9.643	2.025	-0.002	0.011	0.001
Si	1.997	15.387	3.379	0.01	-0.007	0.005
Si	1.989	3.855	3.389	-0.006	-0.008	0.006
Si	1.997	7.705	3.386	0.003	0.007	0.001
Si	1.999	11.544	3.382	-0.013	-0.003	0.002
Si	5.841	15.389	3.387	0.008	0	0.009
Si	5.84	3.859	3.386	-0.002	-0.001	0.002
Si	5.845	7.714	3.401	0.006	-0.003	0.006
Si	5.838	11.545	3.376	0.004	0.007	-0.002
Si	9.672	15.373	3.369	-0.008	0.004	-0.002
Si	9.683	3.85	3.378	0.018	0.002	-0.004
Si	9.683	7.72	3.379	-0.014	-0.001	-0.001
Si	9.686	11.547	3.372	-0.003	0.003	-0.001
Si	13.532	15.38	3.373	0.003	0.003	-0.006
Si	13.525	3.85	3.398	0.007	-0.006	0.003
Si	13.531	7.713	3.386	-0.003	-0.002	-0.003
Si	13.531	11.551	3.395	-0.007	-0.006	0.005
Si	15.455	15.389	4.737	0.007	0.005	-0.004
Si	15.453	3.851	4.751	-0.001	0.006	-0.001
Si	15.455	7.706	4.745	-0.003	-0.004	0.001
Si	15.46	11.546	4.746	-0.01	0.007	0
Si	3.916	15.389	4.745	0.002	-0.004	-0.001
Si	3.916	3.853	4.748	-0.009	-0.003	0.001
Si	3.917	7.706	4.755	0.007	-0.001	-0.001
Si	3.921	11.547	4.748	0.008	0.001	0
Si	7.763	15.385	4.746	-0.004	-0.009	-0.001
Si	7.765	3.854	4.746	0.008	0.002	-0.003
Si	7.77	7.708	4.753	-0.005	-0.001	0.006
Si	7.763	11.545	4.738	-0.004	-0.009	0.004
Si	11.602	15.384	4.727	-0.005	-0.01	-0.003
Si	11.599	3.849	4.749	-0.009	-0.001	0
Si	11.605	7.709	4.744	-0.001	0.008	0.001
Si	11.602	11.549	4.745	0.015	0.003	0.004
Si	15.452	13.471	6.104	0.005	-0.008	-0.003
Si	15.455	1.922	6.105	-0.004	-0.003	0.002
Si	15.454	5.78	6.104	-0.005	-0.005	-0.001
Si	15.451	9.625	6.113	0.002	0.001	-0.001
Si	3.919	13.471	6.11	-0.006	0.006	0.001
Si	3.913	1.926	6.107	0.007	-0.009	0
Si	3.917	5.776	6.111	0.006	0	0.003
Si	3.921	9.628	6.118	-0.012	0.001	0.003
Si	7.762	13.465	6.107	0.003	0.008	0.001
Si	7.77	1.925	6.104	0.001	-0.003	-0.004
Si	7.772	5.778	6.107	0.002	0.008	-0.004
Si	7.764	9.63	6.112	0.01	-0.002	0.001
Si	11.605	13.473	6.102	-0.01	0.002	-0.002
Si	11.6	1.917	6.097	0.012	0.002	-0.008
Si	11.6	5.778	6.102	0.002	-0.004	-0.007
Si	11.608	9.628	6.11	-0.013	0.004	0.001
Si	1.988	13.473	7.462	0	0	-0.001
Si	1.99	1.925	7.472	0.001	-0.004	0.003
Si	1.988	5.776	7.469	-0.01	0.006	0
Si	1.99	9.627	7.47	0.003	0.006	0.001
Si	5.843	13.47	7.473	0.002	-0.001	0
Si	5.844	1.92	7.46	0.001	0.005	0.001
Si	5.849	5.776	7.464	0.005	-0.012	-0.004
Si	5.847	9.626	7.482	0.008	0.001	0.004
Si	9.687	13.476	7.467	0.006	-0.01	-0.005
Si	9.689	1.92	7.475	0	-0.007	0
Si	9.689	5.772	7.48	-0.006	0.006	-0.001
Si	9.688	9.625	7.472	-0.004	0.005	0.004
Si	13.526	13.472	7.465	0.006	0.009	-0.003
Si	13.523	1.918	7.456	-0.009	-0.001	0
Si	13.525	5.776	7.458	-0.005	0.001	-0.006
Si	13.526	9.628	7.478	-0.005	-0.004	0.005
Si	17.369	15.386	8.835	0.001	-0.022	-0.002
Si	17.374	3.851	8.832	0.001	-0.004	0.002
Si	17.376	7.703	8.827	-0.004	0.008	0
Si	17.371	11.555	8.823	-0.003	0.002	-0.002
Si	5.848	15.393	8.836	0	0.009	-0.003
Si	5.855	3.844	8.813	0	0.001	-0.01
Si	5.853	7.692	8.834	0	-0.016	0.004
Si	5.849	11.555	8.843	-0.004	0.011	0.011
Si	9.687	15.386	8.846	-0.003	-0.007	-0.002
Si	9.693	3.841	8.84	0.011	0.008	0.009
Si	9.692	7.702	8.835	0.002	0.01	0.004
Si	9.693	11.554	8.822	0	0.012	-0.005
Si	13.519	15.393	8.832	0.005	0.012	-0.006
Si	13.525	3.845	8.808	-0.005	-0.003	-0.009
Si	13.52	7.691	8.828	-0.001	-0.024	0.005
Si	13.522	11.558	8.837	-0.004	0.01	0.007
Si	15.437	15.399	10.195	0.001	0.003	-0.006
Si	15.433	3.843	10.18	-0.01	-0.002	-0.003
Si	15.445	7.698	10.181	0.002	0.001	-0.009
Si	15.45	11.569	10.188	0.021	-0.011	-0.003
Si	3.915	15.384	10.182	-0.014	0.007	-0.011
Si	3.934	3.855	10.165	-0.005	-0.006	-0.005
Si	3.92	7.693	10.179	-0.008	0.009	-0.006
Si	3.907	11.554	10.181	-0.008	-0.014	-0.002
Si	7.767	15.387	10.214	0.004	0.002	0.004
Si	7.764	3.824	10.195	-0.011	0.003	0.001
Si	7.777	7.691	10.203	0.004	0	-0.002
Si	7.787	11.569	10.195	0.02	-0.006	0.001
Si	11.608	15.38	10.216	0	0.006	-0.002
Si	11.624	3.841	10.195	0.004	-0.003	0.001
Si	11.607	7.693	10.208	-0.013	0.004	-0.001
Si	11.596	11.558	10.204	-0.013	-0.007	0.003
O	10.244	14.484	20.211	-0.478	-0.391	-0.306
O	19.441	2.029	18.438	0.011	-0.093	0.289
O	11.447	9.302	18.437	-0.032	0.002	0.392
O	7.967	9.364	18.524	0.234	0.054	0.347
O	7.387	10.412	20.863	0.497	0.028	0.338
O	18.904	12.035	23.51	-0.225	0.538	-0.301
O	11.68	6.225	21.295	0.082	0.218	0.036
O	18.81	6.335	18.094	0.047	0.269	0.345
O	5.898	5.857	17.365	0.047	0.268	0.295
O	15.912	9.574	18.449	-0.079	-0.325	0.518
O	6.902	13.477	18.083	-0.209	-0.023	-0.17
O	9.529	13.478	17.418	-0.157	0.209	0.518
O	8.452	5.438	18.064	-0.046	0.256	0.139
O	17.663	6.349	25.011	-0.019	0.253	-0.401
O	13.626	10.382	19.405	-0.047	0.436	-0.12
O	14.632	0.993	19.876	-0.351	0.002	-0.214
O	15.533	13.694	18.367	-0.335	-0.033	0.299
O	16.152	6.002	18.235	-0.008	0.022	0.239
O	8.384	0.341	24.752	-0.105	0.107	-0.391
O	19.483	6.362	26.891	0.306	0.33	-0.003
O	15.568	2.595	26.807	-0.226	0.378	-0.027
O	12.822	14.586	20.576	-0.092	0.212	0.093
O	19.811	7.282	21.622	-0.006	-0.053	0.705
O	10.22	3.5	18.808	-0.278	-0.294	-0.133
O	10.445	4.262	22.462	-0.294	-0.099	-0.229
O	6.81	6.723	22.564	-0.268	-0.054	0.381
O	11.444	13.514	26.696	-0.043	-0.214	0.047
O	18.562	8.839	19.936	-0.308	-0.135	-0.012
O	20.071	5.242	24.533	0.023	0.113	-0.223
O	18.704	11.355	19.299	-0.347	0.019	0.356
O	8.29	5.533	24.348	0.334	-0.198	-0.372
O	8.642	1.217	20.047	0.272	-0.048	-0.219
O	13.588	5.871	17.464	0.101	0.216	0.161
O	17.172	1.807	19.7	0.13	-0.499	0.142
O	19.472	13.995	26.835	-0.228	0.069	-0.229
O	15.89	5.541	26.885	0.073	-0.484	-0.009
O	11.606	0.413	27.815	0.1	0.017	-0.181
O	12.45	13.125	24.333	0.268	0.228	-0.455
O	16.261	4.162	24.761	0.3	-0.045	-0.657
O	13.074	11.098	22.8	0.537	0.02	-0.377
O	15.2	3.545	19.525	0.231	0.471	-0.377
O	15.366	13.109	26.943	-0.321	0.056	-0.161
O	8.181	14.337	27.007	0.205	-0.145	-0.355
O	14.533	11.643	24.912	-0.032	0.011	-0.244
O	9.86	12.923	24.66	-0.665	0.203	0.143
O	19.592	9.275	26.891	0.25	-0.636	0.018
O	8.626	10.647	24.744	-0.376	0.116	0.156
O	15.552	0.176	27.791	-0.039	0.035	-0.37
O	11.044	5.911	18.275	0.095	0.258	0.422
O	17.436	8.257	22.249	0.092	-0.287	0.465
O	7.932	1.627	27.038	0.118	0.177	-0.111
O	14.422	3.24	21.964	0.395	0.365	0.333
O	11.882	13.287	18.509	0.483	-0.205	0.02
O	18.163	9.789	24.728	-0.504	-0.579	0.233
O	5.838	11.755	22.487	-0.342	-0.243	-0.05
O	11.406	5.682	26.926	0.032	0.076	-0.584
O	20.66	10.492	24.751	0.322	-0.121	0.055
O	11.548	12.32	20.956	-0.352	-0.094	0.138
O	15.333	14.115	21.007	0.081	-0.182	0.639
O	4.826	13.483	19.73	-0.003	0.272	0.567
O	7.962	11.737	27.727	-0.033	0.026	-0.198
O	7.452	5.593	26.869	-0.199	0.373	-0.038
O	12.148	10.695	25.315	-0.313	0.378	0.451
O	14.67	2.145	24.379	-0.385	-0.106	0.393
O	19.065	1.537	26.89	0.173	-0.251	0.024
O	8.361	12.212	22.64	0.021	0.61	0.002
O	19.405	11.659	27.867	-0.124	-0.024	-0.529
O	12.308	2.4	23.123	-0.288	-0.128	-0.329
O	15.27	8.893	23.695	0.011	0.512	0.568
O	15.622	7.949	27.75	-0.113	0.128	-0.322
O	17.638	13.61	19.945	-0.065	0.237	0.365
O	14.998	6.483	24.622	-0.242	-0.158	-0.02
O	12.615	3.615	19.97	-0.163	0.149	0.054
O	19.342	3.961	27.81	-0.113	0.052	-0.13
O	9.408	5.441	20.383	-0.427	0.224	0.01
O	15.421	9.347	21.043	-0.418	-0.553	0.128
O	6.741	3.664	25.175	-0.072	-0.308	0.153
O	14.165	5.589	20.795	0.29	0.07	-0.098
O	6.36	0.145	19.68	-0.415	0.155	0.165
O	5.776	3.658	22.688	0.415	0.094	0.009
O	11.557	3.023	27.152	-0.04	0.041	-0.199
O	11.656	9.704	21.016	-0.443	-0.367	0.353
O	16.729	10.799	22.815	-0.085	0.341	-0.372
O	11.144	1.55	20.369	0.179	-0.217	0.184
O	8.035	8.14	24.387	-0.326	0.082	0.085
O	17.855	4.13	18.896	-0.017	-0.166	-0.246
O	20.871	13.213	24.711	0.508	-0.058	0.051
O	17.006	12.036	25.253	0.199	0.481	0.164
O	8.111	9.206	26.813	-0.039	-0.622	-0.12
O	14.08	0.614	22.393	0.14	-0.364	0.514
O	9.344	4.045	26.196	-0.084	-0.334	0.336
O	19.884	7.837	24.777	0.255	-0.122	-0.538
O	17.628	6.393	20.394	-0.246	-0.085	0.194
O	10.956	15.273	24.665	0.395	0.192	0.027
O	6.534	2.757	20.275	0.021	0.123	0.102
O	13.034	8.238	25.072	-0.024	-0.387	0.296
O	5.486	9.93	19.127	-0.034	0.129	-0.052
O	21.479	15.456	25.968	-0.158	0.316	-0.056
O	9.675	0.425	22.374	-0.217	-0.117	-0.014
O	13.522	7.384	22.611	0.04	-0.111	-0.112
O	17.255	1.753	24.949	-0.082	-0.467	-0.51
O	6.627	7.851	20.242	0.245	-0.177	-0.179
O	10.377	8.735	25.393	-0.119	-0.286	-0.048
O	15.658	10.48	26.972	0.183	-0.217	-0.183
O	19.385	3.176	20.78	-0.427	-0.15	0.602
O	5.755	5.266	20.622	-0.107	0.094	-0.416
O	15.793	11.711	20.038	0.021	-0.06	0.124
O	9.954	2.302	24.129	-0.209	0.407	0.385
O	19.735	2.647	24.612	-0.007	0.12	-0.323
O	19.242	15.437	24.714	-0.181	-0.258	-0.481
O	9.486	6.832	22.559	0.302	0.544	-0.074
O	10.536	10.931	22.992	0.009	-0.285	0.096
O	11.578	4.258	24.816	0.546	0.449	-0.052
O	7.194	13.103	20.617	0.216	-0.016	0.169
O	13.159	7.864	19.956	0.467	-0.208	-0.591

Results
total energy: -84658.217 eV
total energy less fixed offsets of O -438.35, Si -107.03 eV per atom: 1.633 eV
